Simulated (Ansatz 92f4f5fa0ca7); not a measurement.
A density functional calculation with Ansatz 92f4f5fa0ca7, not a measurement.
Periodic cell of 213 atoms, Si132O80H1, from a study of silicon, its oxide and their interface. The atomic structure is a simulated model.
Doubt: the cutoff is far below the 930 eV that the study's wrapper takes by default for these files, so forces and energies are approximate.
This geometry differs little from another in the collection (a relaxation step or a small displacement).

Settings
functional: PBE
potential files: Ansatz PAW
basis: plane waves
wave-function cutoff: 580 eV
density cutoff ratio: 5
exchange-correlation grid ratio: 1
k mesh: 1 x 1 x 1, Gamma-centred
self-consistency stop: 5e-08 eV per atom in the density residual
occupations: fixed
spin: none
net charge: +1 e, with a uniform compensating background and no finite-size correction

Cell vectors (angstrom)
a, 10.938, 0, 0
b, 0, 10.938, 0
c, 0, 0, 31.1953

Atoms: element, x, y, z (angstrom)
Si, -0.4798, 0.2926, 23.8328
Si, 6.1575, -0.4405, 23.6025
Si, 2.2518, 3.2427, 23.9037
Si, 8.8205, 2.1533, 23.9327
Si, 0.4409, 4.8545, 24.0175
Si, 5.1028, 5.9897, 23.669
Si, 3.3266, 7.7143, 23.7905
Si, 7.9173, 8.7363, 23.7947
Si, 1.3777, 1.305, 24.9539
Si, 6.9135, 1.3018, 25.0281
Si, 4.1522, 4.1725, 24.9559
Si, 9.6005, 3.9769, 25.2043
Si, 1.4503, 6.7955, 24.9911
Si, 6.8815, 6.8983, 24.9445
Si, 4.2875, 9.5676, 24.9037
Si, 9.5422, 9.6127, 25.2449
Si, 2.8051, -0.0477, 26.3049
Si, 8.1755, 0.0218, 26.5318
Si, 0.0796, 2.6341, 26.4792
Si, 5.4885, 2.7275, 26.3263
Si, 2.7718, 5.4517, 26.4258
Si, 8.1919, 5.4748, 26.3704
Si, 0.0507, 8.1592, 26.386
Si, 5.5227, 8.1993, 26.4067
Si, 4.1018, 1.3673, 27.777
Si, 9.5708, 1.3673, 27.777
Si, 1.3673, 4.1018, 27.777
Si, 6.8362, 4.1018, 27.777
Si, 4.1018, 6.8362, 27.777
Si, 9.5708, 6.8362, 27.777
Si, 1.3673, 9.5708, 27.777
Si, 6.8362, 9.5708, 27.777
Si, 0, 0, 29.1443
Si, 5.469, 0, 29.1443
Si, 2.7345, 2.7345, 29.1443
Si, 8.2035, 2.7345, 29.1443
Si, 0, 5.469, 29.1443
Si, 5.469, 5.469, 29.1443
Si, 2.7345, 8.2035, 29.1443
Si, 8.2035, 8.2035, 29.1443
Si, 1.3673, 1.3673, 30.5115
Si, 6.8362, 1.3673, 30.5115
Si, 4.1018, 4.1018, 30.5115
Si, 9.5708, 4.1018, 30.5115
Si, 1.3673, 6.8362, 30.5115
Si, 6.8362, 6.8362, 30.5115
Si, 4.1018, 9.5708, 30.5115
Si, 9.5708, 9.5708, 30.5115
Si, 2.7345, 0, 0.6835
Si, 8.2035, 0, 0.6835
Si, 0, 2.7345, 0.6835
Si, 5.469, 2.7345, 0.6835
Si, 2.7345, 5.469, 0.6835
Si, 8.2035, 5.469, 0.6835
Si, 0, 8.2035, 0.6835
Si, 5.469, 8.2035, 0.6835
Si, 4.1018, 1.3673, 2.0507
Si, 9.5708, 1.3673, 2.0507
Si, 1.3673, 4.1018, 2.0507
Si, 6.8362, 4.1018, 2.0507
Si, 4.1018, 6.8362, 2.0507
Si, 9.5708, 6.8362, 2.0507
Si, 1.3673, 9.5708, 2.0507
Si, 6.8362, 9.5708, 2.0507
Si, 0, 0, 3.418
Si, 5.469, 0, 3.418
Si, 2.7345, 2.7345, 3.418
Si, 8.2035, 2.7345, 3.418
Si, 0, 5.469, 3.418
Si, 5.469, 5.469, 3.418
Si, 2.7345, 8.2035, 3.418
Si, 8.2035, 8.2035, 3.418
Si, 1.3808, 1.344, 4.7643
Si, 6.7998, 1.4289, 4.8791
Si, 4.0818, 4.1288, 4.7739
Si, 9.601, 4.0947, 4.8347
Si, 1.3541, 6.7985, 4.8381
Si, 6.786, 6.8904, 4.6961
Si, 4.0424, 9.6091, 4.841
Si, 9.4571, 9.6519, 4.7079
Si, 2.6806, 0.026, 6.2742
Si, 8.1268, -0.0062, 6.236
Si, 0.062, 2.6805, 6.1869
Si, 5.4858, 2.9132, 6.2513
Si, 2.6559, 5.3333, 6.2455
Si, 8.1828, 5.5769, 6.0535
Si, -0.1106, 8.2722, 5.9977
Si, 5.382, 8.1592, 6.1183
Si, 3.7639, 1.8099, 7.437
Si, 10.022, 0.8955, 7.3535
Si, 1.8435, 3.4475, 7.5896
Si, 6.3822, 4.9442, 7.396
Si, 4.4219, 6.3739, 7.3585
Si, 8.909, 7.5214, 7.1731
Si, 0.6945, 10.0208, 7.2994
Si, 7.0793, 9.1131, 7.4192
O, 0.5204, 9.2206, 8.7998
O, 1.22, 3.658, 9.1499
O, 9.7799, 1.3024, 8.9682
O, 6.5893, 9.1781, 9.0181
O, 4.538, 1.2151, 8.7893
O, 3.8745, 6.6943, 8.897
O, 7.0372, 5.4729, 8.8973
O, 9.1783, 7.3606, 9.011
O, 2.2897, 3.2162, 22.2098
O, 6.0253, 11.0684, 22.0267
O, 8.4601, 2.6687, 22.4094
O, 0.0329, 4.6663, 22.3801
O, 8.7407, 8.4552, 22.359
O, 2.9001, 8.1814, 22.2454
O, 5.6517, 5.6874, 22.1182
O, 10.5974, 10.4338, 22.3528
Si, 1.3644, 4.355, 21.4519
Si, 1.529, 3.7191, 15.7287
Si, 8.7451, 0.6063, 10.0207
Si, 6.2233, 0.8252, 20.5554
Si, 0.3593, 13.382, 19.3798
Si, 4.0778, 6.8022, 10.5104
Si, 10.1025, 9.0362, 21.6304
Si, 3.6583, 7.5744, 19.0355
Si, 8.6385, 5.4496, 19.4354
Si, 5.1155, 14.0845, 19.0868
Si, 0.2274, 10.6318, 14.6707
Si, 6.0158, 9.3147, 10.5603
Si, -2.4386, 1.9, 12.9719
Si, 4.8395, 10.2581, 18.1485
Si, 8.3152, 0.1502, 15.4002
Si, 6.1993, 3.6354, 13.9907
Si, 12.777, 7.3835, 21.2875
Si, -3.7326, 8.6996, 16.7416
Si, 0.5724, 2.3198, 13.2658
Si, 5.9601, 6.6201, 14.858
Si, 3.1937, 6.3741, 16.2969
Si, 7.0262, 13.4146, 16.5718
Si, 1.5233, 3.719, 10.7707
Si, 8.2738, 5.9908, 9.8188
Si, 1.0921, 6.7478, 11.596
Si, 7.5244, 7.6538, 12.4186
Si, 8.8203, 2.497, 20.8427
Si, 2.7883, 12.7029, 17.8042
Si, 5.7094, 5.8916, 20.4964
Si, 5.6813, 1.2338, 9.9535
Si, 4.6271, 3.837, 11.4332
Si, -0.5396, 7.9503, 13.7834
Si, -0.7005, 8.6691, 9.7152
Si, -1.2562, 3.8312, 17.1051
Si, 0.6422, 8.3262, 16.3744
Si, -1.3271, 8.2094, 18.8423
O, 4.8637, 3.6689, 13.0387
O, 9.2358, -1.0211, 10.0596
O, 1.9908, 7.4519, 16.2593
O, 1.4092, 3.4302, 14.1175
O, 8.2104, 8.464, 18.0139
O, 5.095, 4.6129, 19.7315
O, 0.9247, 5.1647, 11.252
O, 2.1486, 5.784, 21.4951
O, 0.0412, 4.2484, 16.204
O, 4.8241, 5.4291, 11.0418
O, -1.2908, 6.7402, 19.6021
O, 6.295, 7.3912, 13.4473
O, 3.6808, 3.0072, 18.3522
O, 5.8546, 9.5602, 17.0748
O, 8.9451, 7.5817, 13.1813
O, 5.5817, 2.7074, 10.6825
O, 11.2886, 7.8964, 21.7119
O, 6.3288, 13.86, 17.9793
O, -3.7354, 9.0729, 11.668
O, 0.8398, 2.5312, 11.6571
O, 7.4787, 11.8416, 16.5906
O, -0.6648, 2.7128, 18.137
O, 5.9977, 2.6837, 15.305
O, 10.3284, 1.8788, 20.5771
O, 4.8283, 7.2079, 20.1125
O, 5.3876, -0.1271, 10.8377
O, 5.237, 2.1129, 20.3496
O, 9.9308, 11.2973, 15.5228
O, -3.0298, 11.642, 13.9156
O, 3.8062, 6.5028, 17.8057
O, 9.3429, 4.802, 10.0586
O, 7.6755, 6.5441, 11.2003
O, 1.0087, 14.799, 19.9389
O, 3.8554, 11.4645, 17.5736
O, -2.9649, 9.5069, 15.5384
O, 2.1681, 7.5929, 19.7123
O, 7.4198, 3.1227, 13.0165
O, 8.4382, 3.2392, 16.2241
O, -1.9859, 16.0107, 17.8716
O, 0.6761, 7.0415, 13.1378
O, 8.7678, 4.028, 20.243
O, 7.2082, 6.0812, 19.8896
O, -4.1607, 7.2527, 16.1176
O, 3.1109, 3.505, 10.9856
O, 2.6281, 4.8815, 15.9917
O, 4.3563, 6.6826, 15.1782
O, 10.9375, 7.7282, 10.8196
O, 11.9575, 11.7759, 13.8165
O, 5.7899, 10.7021, 19.3978
O, -0.0382, 8.3841, 17.8446
O, 2.6357, 7.0968, 11.232
O, -0.2874, -1.3854, 13.5335
O, 2.0361, 24.2028, 16.4512
O, 7.7465, 1.3882, 20.2779
O, 1.5775, 12.3893, 18.8939
O, -4.4427, 5.1069, 14.6066
O, -3.7016, 0.9674, 9.427
O, 9.7616, 9.3104, 20.0507
O, -6.0057, 8.141, 10.8248
O, 1.0893, 9.8103, 15.7934
O, -1.0284, 2.507, 13.5014
O, 3.7884, 9.1129, 18.5703
O, -0.4931, 7.666, 15.3835
O, 8.7842, 1.2464, 11.4991
H, 10.1101, 4.6539, 9.4947

Results
free energy: -129428.470 eV
free energy less fixed offsets of H -15.97, O -568.88, Si -635.61 eV per atom: -1.580 eV

Forces (eV/angstrom), in the order of the atoms: element, x, y, z
Si, -0.0269, -0.0014, 0.0097
Si, 0.001, -0.0083, 0.0261
Si, 0.003, -0.0192, 0.0135
Si, -0.0036, 0.0055, 0.013
Si, -0.0193, 0.0235, 0.0362
Si, -0.0252, -0.0061, 0.0165
Si, 0.0368, 0.0475, 0.0329
Si, 0.0047, 0.0294, 0.016
Si, 0.014, 0.0247, -0.0124
Si, 0.0144, -0.0128, -0.0289
Si, 0.0054, -0.0027, -0.0139
Si, 0.0236, 0.0003, -0.0335
Si, -0.0067, -0.0253, -0.0368
Si, -0.0045, 0.0064, -0.0024
Si, -0.0127, -0.0437, -0.0346
Si, -0.0087, -0.0013, -0.0047
Si, -0.0022, -0.0026, 0.0082
Si, 0.004, -0.0021, 0.0235
Si, -0.0228, -0.0191, 0.0392
Si, -0.0042, 0.0071, 0.0085
Si, -0.0135, -0.0176, 0.0489
Si, 0.0006, -0.0029, 0.0084
Si, -0.0045, 0.012, 0.0159
Si, 0.0016, 0.0089, 0.019
Si, 0.0494, -0.0019, -0.6538
Si, 0.1193, -0.0061, 0.831
Si, 0.3335, -0.1642, 0.2228
Si, -0.0993, -0.0049, -0.3999
Si, 0.1625, 0.1523, 0.0382
Si, 0.0762, -0.1106, -0.3018
Si, 0.3561, -0.0519, -0.4776
Si, -0.1994, -0.1896, 0.665
Si, -0.1239, 0.059, 0.0266
Si, -0.0041, -0.0886, 0.0307
Si, -0.0261, 0.1057, 0.0267
Si, 0.1393, 0.0406, 0.0199
Si, -0.0675, -0.0493, -0.013
Si, -0.0492, 0.0326, 0.001
Si, 0.0607, 0.0651, 0.0114
Si, -0.0408, 0.1004, 0.0147
Si, 0.0211, -0.0538, -0.0052
Si, -0.0087, 0.0372, -0.049
Si, 0.0444, -0.0305, 0.0101
Si, -0.0196, 0.0102, -0.0104
Si, 0.0103, -0.0114, -0.0435
Si, 0.0621, -0.0588, -0.0084
Si, -0.0552, 0.0069, -0.0153
Si, 0.0867, -0.0938, 0.0005
Si, 0.0418, -0.0103, 0.0277
Si, -0.0683, 0.0628, -0.0021
Si, -0.0463, 0.022, -0.0102
Si, 0.0388, -0.0331, 0.0185
Si, -0.0343, 0.0193, 0.0087
Si, 0.0275, 0.0179, 0.0395
Si, -0.0086, -0.0065, 0.0269
Si, -0.0784, 0.1178, -0.0191
Si, -0.0115, 0.0301, -0.0144
Si, 0.1137, 0.0052, -0.0174
Si, 0.0114, -0.0238, 0.0181
Si, -0.0332, 0.0007, 0.0142
Si, 0.0791, -0.0335, -0.0309
Si, -0.0288, 0.0171, 0.0186
Si, -0.1226, -0.0988, 0.0092
Si, 0.087, -0.1221, -0.052
Si, -0.0916, 0.1332, -0.3307
Si, -0.1379, 0.2697, 0.5908
Si, 0.1862, -0.1589, -0.1515
Si, 0.001, -0.0402, 0.5317
Si, -0.0002, -0.0778, 0.2131
Si, -0.2819, -0.0438, -0.4308
Si, -0.1282, -0.066, 0.4692
Si, -0.2812, 0.2441, -0.8113
Si, 0.0135, 0.0094, -0.0221
Si, -0.0174, 0.0056, -0.0221
Si, 0.0153, 0.0217, -0.0188
Si, 0.0128, 0.0134, -0.0189
Si, -0.0051, -0.0032, -0.0134
Si, 0.0266, 0.067, -0.0334
Si, 0.0283, -0.0036, -0.012
Si, -0.0604, -0.0257, -0.0457
Si, -0.0296, 0.0172, 0.023
Si, 0.0265, -0.0382, 0.0242
Si, -0.0065, -0.0228, 0.0291
Si, -0.0137, -0.0095, 0.0333
Si, 0.0107, -0.0178, 0.0145
Si, -0.0533, -0.0426, 0.0543
Si, -0.01, 0.0132, 0.0466
Si, -0.0229, -0.0347, 0.0088
Si, 0.019, 0.0199, -0.0351
Si, -0.0102, 0.0073, -0.0175
Si, 0.0149, -0.011, -0.0306
Si, 0.0527, 0.0207, 0.0611
Si, 0.0264, 0.0462, -0.0102
Si, 0.0184, 0.0704, -0.0532
Si, 0.0072, -0.0176, 0.0134
Si, -0.0007, 0.0168, -0.0136
O, 0.0154, 0.0101, -0.0275
O, -0.0024, 0.0051, 0.0412
O, -0.0102, 0.0025, 0.0179
O, -0.0153, 0.0067, 0.0278
O, 0.0115, -0.0013, 0.0269
O, -0.0076, -0.0066, 0.0228
O, 0.0303, -0.0289, -0.0308
O, 0.021, -0.0568, 0.0471
O, 0.0005, 0.003, -0.0099
O, -0.0015, 0.017, -0.0339
O, 0.0049, -0.0067, -0.0102
O, -0.0003, -0.0042, -0.0127
O, 0.012, -0.0088, -0.0211
O, -0.016, -0.0068, -0.0186
O, 0.0111, 0.0023, -0.0449
O, 0.0053, -0.0089, -0.0133
Si, 0.0057, 0.0077, -0.0032
Si, 0.0061, 0.0059, 0.0073
Si, 0.0103, -0.0205, -0.0241
Si, 0.0018, -0.0085, 0.016
Si, 0.0005, 0.0076, -0.0016
Si, -0.0176, 0.0122, -0.0006
Si, -0.0031, -0.0005, 0.001
Si, -0.0113, 0.0015, -0.0105
Si, -0.0021, -0.0023, -0.0131
Si, 0.0016, 0.0037, -0.0021
Si, -0.0017, 0.0013, 0.0102
Si, 0.007, -0.0074, -0.0066
Si, 0.006, -0.0053, 0.0108
Si, 0.0008, -0.0077, 0.0035
Si, 0.0011, -0.0036, 0.0024
Si, -0.0019, 0.0061, 0.0093
Si, 0.0062, 0.0028, 0.0096
Si, 0.0036, -0.0069, 0.0031
Si, -0.0094, 0.004, 0.0141
Si, 0.004, 0.0003, 0.0031
Si, -0.0032, -0.0002, 0.0096
Si, -0.0054, -0.0012, 0.0062
Si, -0.014, 0.0347, 0.0129
Si, 0.039, -0.0658, -0.0417
Si, -0.004, -0.0138, 0.0137
Si, 0.0015, 0.0155, 0.0027
Si, -0.0122, -0.0021, 0.014
Si, -0.0001, 0.0071, -0.005
Si, -0.0031, -0.0082, 0.014
Si, -0.0063, -0.0116, -0.0112
Si, -0.001, 0.001, 0.0032
Si, 0.0046, -0.0241, 0.0002
Si, -0.0128, 0.0019, -0.0102
Si, -0.0014, 0.0008, -0.0004
Si, -0.0067, -0.0063, -0.0001
Si, 0.0026, 0.0068, -0.0017
O, 0.0063, -0.0014, 0.0059
O, -0.0157, 0.051, 0.0109
O, 0.0011, -0.0033, -0.0026
O, 0.0047, 0.0029, -0.0043
O, -0.0056, 0.0021, -0.0012
O, 0.0015, 0.0011, 0.0067
O, 0.013, -0.0158, -0.0209
O, -0.0059, -0.0018, 0.0015
O, -0.004, -0.0011, -0.0021
O, 0.0007, -0.0075, -0.0088
O, -0.0021, -0.0024, 0.005
O, -0.0091, -0.0063, 0.0043
O, -0.0059, -0.005, 0.0012
O, -0.0035, 0.0029, 0.0034
O, 0.0059, 0.0036, -0.0053
O, -0.0056, 0.012, -0.0009
O, 0.0008, 0, 0.0045
O, 0.0025, -0.0007, -0.0021
O, 0.0067, -0.0138, 0.0019
O, -0.0059, -0.0074, -0.0044
O, -0.0009, 0.0021, -0.0011
O, -0.0062, 0.0026, -0.0043
O, -0.0007, -0.004, 0.0004
O, 0.0047, 0.0016, 0.0002
O, 0.0035, -0.0014, 0.0025
O, -0.0026, -0.0038, -0.0087
O, -0.0013, 0.0045, 0
O, -0.0035, -0.0005, -0.0077
O, 0.0043, -0.0029, 0.0011
O, -0.0074, 0.0051, -0.001
O, -0.3703, 0.1813, 0.1604
O, 0.0017, -0.0227, -0.0025
O, -0.005, -0.01, -0.0041
O, -0.0005, -0.0021, 0.0022
O, -0.0027, 0.0083, -0.0074
O, 0.0112, 0.0025, -0.0091
O, -0.0063, 0.0036, -0.0055
O, 0.0048, 0.0022, -0.0014
O, 0.0022, -0.0035, -0.0022
O, -0.0124, 0.0124, 0.0167
O, 0.0002, 0.0079, 0.0032
O, 0.0015, 0.0013, 0.0063
O, 0.0004, 0.0031, 0.0014
O, -0.0042, 0.005, -0.0106
O, -0.0028, 0.0039, -0.0062
O, -0.0058, -0.0024, -0.0026
O, 0.0176, -0.0318, 0.0013
O, -0.0013, -0.0078, -0.0091
O, -0.01, -0.0055, -0.0108
O, 0.0021, -0.0004, -0.0006
O, 0.0162, -0.0065, -0.0192
O, 0.0032, 0.0106, -0.0082
O, -0.0003, 0.0015, -0.0036
O, 0.0003, 0.0019, 0.001
O, 0.0034, -0.0044, 0.0037
O, -0.0024, 0.0029, -0.0083
O, -0.0043, 0.0024, 0.0042
O, -0.0035, -0.0015, -0.0094
O, -0.0007, 0.002, -0.0176
O, 0.0015, -0.0024, -0.0042
O, 0.0017, 0.0003, -0.0151
O, 0.0131, 0.006, -0.0011
O, 0.0077, 0.0053, 0.0044
O, -0.0017, 0.0216, 0.0213
H, 0.2711, -0.0658, -0.2062

The program warned: the cutoff lies below the one the program advises for these potential files; the exchange-correlation potential is rough where the density is thin.
